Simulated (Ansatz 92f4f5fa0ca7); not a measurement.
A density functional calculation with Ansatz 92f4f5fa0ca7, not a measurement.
Periodic cell of 221 atoms, Si132O88H1, from a study of silicon, its oxide and their interface. The atomic structure is a simulated model.
Doubt: the cutoff is far below the 930 eV that the study's wrapper takes by default for these files, so forces and energies are approximate.
This geometry differs little from another in the collection (a relaxation step or a small displacement).

Settings
functional: PBE
potential files: Ansatz PAW
basis: plane waves
wave-function cutoff: 580 eV
density cutoff ratio: 5
exchange-correlation grid ratio: 1
k mesh: 1 x 1 x 1, Gamma-centred
self-consistency stop: 5e-08 eV per atom in the density residual
occupations: fixed
spin: none
net charge: +1 e, with a uniform compensating background and no finite-size correction

Cell vectors (angstrom)
a	10.938	0	0
b	0	10.938	0
c	0	0	32.0309

Atoms: element, x, y, z (angstrom)
Si	-0.1009	0.2402	24.689
Si	5.8362	-0.2954	24.344
Si	2.5148	2.9516	24.8033
Si	8.544	2.4409	24.5411
Si	0.3629	5.2412	24.6189
Si	5.1851	5.9451	24.3666
Si	2.7892	8.0629	24.5566
Si	8.1236	8.4311	24.656
Si	1.3644	1.4073	26.0789
Si	6.8522	1.3488	25.7763
Si	4.2034	4.2127	25.7985
Si	9.5836	4.1303	25.8295
Si	1.406	6.8303	25.9857
Si	6.8234	6.8722	25.8301
Si	4.11	9.6452	25.7282
Si	9.6419	9.6021	25.9675
Si	2.7804	-0.018	27.251
Si	8.1943	0.0173	27.2565
Si	-0.0557	2.7857	27.3089
Si	5.4892	2.7413	27.1744
Si	2.7966	5.4525	27.2774
Si	8.1797	5.4745	27.2015
Si	0.0104	8.1865	27.2884
Si	5.4368	8.2414	27.2025
Si	4.1018	1.3673	28.6127
Si	9.5708	1.3673	28.6127
Si	1.3673	4.1018	28.6127
Si	6.8362	4.1018	28.6127
Si	4.1018	6.8362	28.6127
Si	9.5708	6.8362	28.6127
Si	1.3673	9.5708	28.6127
Si	6.8362	9.5708	28.6127
Si	0	0	29.9799
Si	5.469	0	29.9799
Si	2.7345	2.7345	29.9799
Si	8.2035	2.7345	29.9799
Si	0	5.469	29.9799
Si	5.469	5.469	29.9799
Si	2.7345	8.2035	29.9799
Si	8.2035	8.2035	29.9799
Si	1.3673	1.3673	31.3472
Si	6.8362	1.3673	31.3472
Si	4.1018	4.1018	31.3472
Si	9.5708	4.1018	31.3472
Si	1.3673	6.8362	31.3472
Si	6.8362	6.8362	31.3472
Si	4.1018	9.5708	31.3472
Si	9.5708	9.5708	31.3472
Si	2.7345	0	0.6835
Si	8.2035	0	0.6835
Si	0	2.7345	0.6835
Si	5.469	2.7345	0.6835
Si	2.7345	5.469	0.6835
Si	8.2035	5.469	0.6835
Si	0	8.2035	0.6835
Si	5.469	8.2035	0.6835
Si	4.1018	1.3673	2.0507
Si	9.5708	1.3673	2.0507
Si	1.3673	4.1018	2.0507
Si	6.8362	4.1018	2.0507
Si	4.1018	6.8362	2.0507
Si	9.5708	6.8362	2.0507
Si	1.3673	9.5708	2.0507
Si	6.8362	9.5708	2.0507
Si	0	0	3.418
Si	5.469	0	3.418
Si	2.7345	2.7345	3.418
Si	8.2035	2.7345	3.418
Si	0	5.469	3.418
Si	5.469	5.469	3.418
Si	2.7345	8.2035	3.418
Si	8.2035	8.2035	3.418
Si	1.3904	1.3403	4.7182
Si	6.9352	1.2805	4.7947
Si	4.062	4.1662	4.7555
Si	9.4844	4.1269	4.7687
Si	1.3417	6.8913	4.8231
Si	6.8048	6.8332	4.7694
Si	4.1485	9.4657	4.8442
Si	9.5376	9.5967	4.8272
Si	2.8023	-0.0125	6.0874
Si	8.1552	-0.0988	6.3726
Si	-0.1766	2.602	5.9727
Si	5.5744	2.7769	5.9348
Si	2.6044	5.4433	6.2183
Si	8.1425	5.522	6.1666
Si	-0.0149	8.2619	6.2053
Si	5.4418	7.984	6.3218
Si	3.9658	1.732	7.1961
Si	9.828	1.1479	7.5712
Si	1.3859	3.6887	7.2353
Si	6.6315	4.2082	7.4527
Si	4.1597	6.3717	7.7329
Si	9.3655	7.0253	7.481
Si	1.2142	9.8922	7.423
Si	7.0129	9.1251	7.6752
O	1.4198	4.0428	24.1794
O	5.4818	11.0178	22.7769
O	2.6896	2.7271	7.0814
O	8.1822	8.0205	8.0736
O	5.1693	4.8213	8.407
O	0.1396	0.1136	8.0074
O	3.9344	6.9762	24.1147
O	9.6821	1.3042	24.2379
O	2.1766	9.3469	8.6389
O	0.9588	3.4775	8.8198
O	9.4196	1.9362	8.9767
O	6.3191	9.5834	9.0896
O	4.4458	2.0699	8.7685
O	3.5338	7.0868	9.0792
O	7.3465	3.5103	8.752
O	10.089	6.1437	8.6704
O	3.1272	2.0092	23.575
O	4.5412	1.9096	21.2062
O	8.0854	2.8364	23.0138
O	10.8891	6.0304	23.2288
O	6.9907	9.4922	24.1166
O	1.9912	8.4921	23.1727
O	5.7383	5.8102	22.803
O	0.5744	10.693	23.2846
Si	2.8539	8.4288	9.8012
Si	-1.1296	3.4347	19.3131
Si	3.0752	10.4926	19.8991
Si	1.867	2.4401	19.6534
Si	6.633	2.2975	14.4821
Si	9.765	-1.5481	13.6152
Si	2.1636	19.0495	15.5964
Si	9.3834	3.6819	14.1419
Si	5.6531	9.6855	10.5843
Si	-4.0628	10.9617	16.718
Si	1.6183	3.9402	10.2346
Si	2.7142	12.2286	15.137
Si	11.3106	10.5301	15.743
Si	0.0279	-2.5679	11.036
Si	4.5624	3.5031	9.5444
Si	-3.1628	12.0571	19.2692
Si	1.8728	-5.6392	14.9878
Si	4.3333	3.7102	16.1203
Si	3.8333	4.9069	18.8423
Si	5.319	4.7948	21.5828
Si	13.1486	7.6518	18.5939
Si	8.4924	2.9956	9.8151
Si	-2.7613	4.0147	21.8977
Si	10.5828	-2.9685	20.156
Si	8.8799	6.6347	14.4904
Si	3.3821	2.6177	22.0911
Si	1.2635	9.645	22.2673
Si	4.6596	9.7323	15.1924
Si	-1.5802	-1.0637	18.0606
Si	5.4714	11.5165	21.2249
Si	9.4988	6.5681	22.5619
Si	10.224	5.6681	10.2318
Si	-4.0203	8.6426	13.1894
Si	1.1791	3.0244	13.0537
Si	-0.8372	4.9228	16.5989
Si	6.2232	1.8152	11.4971
O	-5.4174	10.0987	16.5179
O	4.7244	4.3079	17.591
O	3.1996	4.2511	9.9617
O	5.3797	3.116	10.8813
O	1.3404	0.8818	15.9184
O	2.6963	14.6766	19.0712
O	-0.4242	2.8219	13.3219
O	-0.5881	9.1006	9.7098
O	2.3919	10.4003	21.3799
O	0.8326	5.3004	10.6022
O	9.8811	-3.0257	14.3234
O	3.4794	2.3129	16.1492
O	1.3048	-1.5659	15.0807
O	-2.5339	5.3901	22.7339
O	-1.2578	8.5093	18.8969
O	1.6271	7.799	17.0891
O	8.12	-1.0414	16.9606
O	11.0576	9.1057	21.2336
O	1.9748	2.5694	21.2826
O	1.6496	8.0594	10.8464
O	4.7806	5.2577	20.122
O	-1.2463	6.8941	20.982
O	-1.8318	6.1591	16.0745
O	-2.7269	9.6428	13.1816
O	-0.2355	-0.6877	17.2199
O	6.3963	8.6374	11.6179
O	4.0662	9.2569	10.5089
O	1.9239	6.8681	14.5871
O	13.1441	12.9017	13.7339
O	5.6719	9.2935	14.0002
O	0.9864	7.2391	19.584
O	5.7706	11.2696	10.9833
O	-1.2797	3.5873	15.7544
O	10.0288	7.0033	11.1693
O	3.3684	4.8355	15.4361
O	1.4491	2.872	11.4402
O	7.4194	7.2056	13.8877
O	8.9449	7.8807	23.3408
O	0.2823	2.5976	19.2656
O	-3.9663	11.8864	20.683
O	3.7263	11.0049	14.7513
O	5.6958	3.3891	15.2675
O	-1.5048	3.9156	20.8403
O	-4.2321	4.0126	21.1912
O	4.702	-0.4275	20.1782
O	3.2265	6.3863	18.5146
O	4.012	4.1018	22.2946
O	6.6967	0.911	18.0655
O	2.8065	9.1266	19.0293
O	-0.1733	9.3447	12.3238
O	5.9222	1.7867	13.0948
O	-1.0148	4.6536	18.202
O	-1.964	10.9502	19.2212
O	11.6894	5.1206	16.1825
O	7.0464	1.0298	15.4306
O	-7.1912	8.4586	15.5886
O	-2.9957	3.0288	13.8853
O	13.4126	11.8887	19.2063
O	8.5047	2.5312	18.9422
O	1.5084	4.5194	13.605
O	9.2701	4.3258	10.4169
O	7.7639	2.1593	11.0159
O	10.1336	-0.2982	14.608
O	9.3133	5.2692	13.661
H	-0.3655	10.0356	9.5471

Results
free energy: -133980.372 eV
free energy less fixed offsets of H -15.97, O -568.88, Si -635.61 eV per atom: -2.442 eV

Forces (eV/angstrom), in the order of the atoms: element, x, y, z
Si	-0.0113	0.007	-0.0029
Si	-0.0018	-0.0015	0.0008
Si	0.0023	0.0032	-0.0134
Si	-0.0001	-0.0015	0.0008
Si	0.0034	0.0089	0.0164
Si	-0.0026	-0.0027	-0.0416
Si	-0.0093	0.0074	0.0012
Si	-0.0059	0.0046	-0.0056
Si	-0.0045	-0.0022	0.0072
Si	0.0088	-0.0087	-0.0066
Si	0.0039	0.0047	0.0022
Si	0.0043	-0.0066	-0.0021
Si	0.0056	-0.0062	-0.0126
Si	0.0058	-0.0017	0.0086
Si	0.0044	-0.0034	-0.0048
Si	-0.0014	0.0059	0.0004
Si	0.0019	0.0005	-0.0044
Si	-0.0006	0.0038	-0.0089
Si	-0.0024	0	-0.0101
Si	-0.0019	0.0017	-0.002
Si	-0.0102	-0.0044	-0.0058
Si	-0.0033	0.0007	-0.0039
Si	-0.0013	-0.0001	0.0027
Si	-0.0008	0.0073	-0.0002
Si	0.2495	0.1825	-0.2009
Si	-0.3265	0.1204	0.3499
Si	0.1383	0.1008	0.2348
Si	0.0678	-0.1663	-0.2867
Si	0.1778	0.2755	0.1416
Si	-0.2587	-0.1643	-0.024
Si	0.2901	-0.0971	0.0832
Si	-0.1657	0.0036	-0.0901
Si	0.0347	0.0488	-0.0436
Si	0.0756	0.0567	0.0008
Si	-0.0419	-0.0038	-0.0429
Si	0.0124	-0.0495	0.0358
Si	0.0625	0.0293	0.0071
Si	0.0556	0.0851	-0.0307
Si	-0.0111	0.0113	0.0324
Si	-0.0306	-0.0508	-0.0299
Si	0.0466	0.0419	-0.0127
Si	-0.0078	0.027	-0.013
Si	-0.0824	-0.0601	-0.0203
Si	0.0077	-0.0291	-0.0293
Si	-0.0307	0.0111	-0.025
Si	0.0048	-0.0163	0.0045
Si	-0.001	0.0012	-0.0337
Si	-0.0037	0.0023	-0.02
Si	-0.0184	-0.0306	0.0281
Si	-0.0129	0.0397	0.0219
Si	-0.0269	-0.0203	0.0033
Si	0.0883	-0.0153	0.0036
Si	-0.0337	0.069	0.0169
Si	0.0441	0.0009	0.0357
Si	0.0813	-0.0352	0.0053
Si	-0.0437	0.0292	0.0021
Si	-0.1075	0.0806	0.0768
Si	0.0988	0.0975	-0.0148
Si	0.0519	-0.0989	0.0061
Si	-0.1668	-0.1646	0.0239
Si	0.0267	-0.0254	-0.0295
Si	-0.0038	0.0319	0.0297
Si	-0.1062	-0.0103	0.0301
Si	0.0054	-0.0347	-0.0364
Si	-0.1594	-0.2313	-0.1456
Si	0.2458	-0.4722	0.4181
Si	0.003	0.2244	-0.2771
Si	-0.0527	-0.2589	-0.2971
Si	-0.0357	0.1453	0.3369
Si	-0.1886	0.1843	-0.3564
Si	0.0654	-0.0877	0.1056
Si	-0.0697	0.2061	0.1574
Si	0.0034	0.0133	-0.0001
Si	-0.0036	0.012	0.0022
Si	-0.0061	-0.0015	0.006
Si	-0.001	-0.009	-0.0053
Si	0.0024	-0.0062	-0.0027
Si	0.0116	0.0088	-0.013
Si	-0.0039	0.0005	-0.0044
Si	-0.0061	-0.0045	0.0132
Si	-0.0022	-0.0016	-0.0196
Si	0.0029	-0.0101	-0.0033
Si	0.005	0.0043	-0.0063
Si	0.024	-0.0048	-0.0461
Si	0.0385	0.0268	-0.0246
Si	0.018	0.0219	-0.027
Si	-0.0076	0.0122	-0.0156
Si	-0.0106	-0.0102	-0.0031
Si	0.0155	-0.014	0.0078
Si	0.0098	0.0024	0.0047
Si	-0.0336	-0.0262	0.0265
Si	-0.0558	-0.0461	0.0721
Si	-0.0634	0.0651	0.0076
Si	0.0011	-0.0002	0.022
Si	0.0026	0.0063	0.0209
Si	0.0154	0.0153	0.0137
O	0.0063	-0.0043	-0.0054
O	0.0017	-0.0004	0.0094
O	-0.0214	0.0175	-0.0042
O	0.0008	-0.0041	0.0008
O	0.0543	-0.0761	0.0399
O	0.0002	-0.0024	-0.0049
O	0.0025	-0.0138	0.0101
O	0.0014	-0.0027	-0.0071
O	-0.0031	-0.0001	-0.0066
O	-0.0362	-0.0086	-0.0313
O	0.0038	-0.0069	-0.0066
O	0.0025	-0.0034	-0.0143
O	0.0319	-0.0251	0.0183
O	0.0166	-0.0142	-0.0406
O	-0.0246	0.0136	-0.0362
O	-0.0053	0.0058	-0.016
O	-0.0058	0.0051	0.0122
O	0	-0.0011	-0.0014
O	0.001	-0.0028	0.009
O	0.0034	-0.0037	-0.0014
O	0.0064	-0.0002	-0.0048
O	0.0065	-0.0045	0.0022
O	-0.0021	0.0051	0.0276
O	-0.0008	-0.0001	0.0054
Si	-0.0051	0.0063	0.0094
Si	-0.0005	0.0021	-0.0028
Si	0.0008	-0.0018	-0.0026
Si	0.0008	0.0014	-0.0034
Si	-0.0001	-0.0002	-0.0055
Si	0.0003	0.0001	-0.0015
Si	0.0012	-0.0001	-0.0053
Si	0	-0.0001	-0.0049
Si	0.0013	0.003	0.0127
Si	0.0003	-0.0007	-0.0066
Si	-0.0181	0.0106	0.029
Si	0.0006	0.0003	-0.0053
Si	0.0026	0.0008	-0.0058
Si	0.0027	0.0003	0.0058
Si	0.0718	0.0014	-0.0326
Si	0	-0.001	-0.0053
Si	0.0006	0.0002	-0.0029
Si	0.0006	0.0002	-0.0073
Si	0.0018	-0.0007	-0.0051
Si	-0.0023	-0.0012	-0.0034
Si	0.0003	0.0003	-0.0057
Si	0.0168	-0.0033	0.0165
Si	0.002	-0.0005	-0.0026
Si	0.0005	-0.0013	-0.0056
Si	0.0004	-0.0001	-0.0043
Si	0.0019	0.0012	-0.0037
Si	0.0019	0.0019	-0.0043
Si	0.0006	0.0004	-0.0044
Si	-0.0006	0.0004	-0.0064
Si	0.0003	0.0008	0.0002
Si	-0.001	-0.0036	-0.0037
Si	0.0103	-0.0007	0.014
Si	0.0007	-0.0004	-0.0005
Si	0.0034	-0.0013	-0.0029
Si	0.0013	0.0036	-0.0072
Si	-0.0053	0.0059	0.0019
O	0.0009	0.0003	0.0009
O	0.0006	0.0008	0.0042
O	-0.0302	0.0437	-0.0106
O	0.0153	0.0015	0.0148
O	0.0001	-0.0001	0.0016
O	-0.0013	-0.0016	-0.0003
O	-0.0051	-0.0023	0
O	0.005	0.0182	-0.0103
O	-0.0025	-0.001	0.001
O	-0.0076	0.0086	0.0068
O	0.0006	0.0014	0
O	0.0002	-0.0009	0.0012
O	-0.0001	0.0003	0.0012
O	0.0001	0.0012	-0.0018
O	0.0016	-0.0014	0.0026
O	0.0005	0.0003	0.0038
O	0.0008	0.0005	0.0019
O	0.0024	0.0032	0.0038
O	0.0006	-0.0002	0
O	0.0052	0.0001	-0.0042
O	0.0022	0.0008	0.0019
O	0.0002	-0.0008	-0.001
O	0	-0.0005	0.0018
O	-0.0008	0.0005	0
O	0.0004	-0.0006	0.0035
O	-0.0017	0.0011	-0.0055
O	-0.0041	-0.003	-0.0027
O	0.0005	0	0.0011
O	0.0013	-0.0005	0.0026
O	0.0011	-0.0002	0.0005
O	-0.0021	0.0002	0.0012
O	-0.0008	-0.0038	-0.0033
O	-0.0014	-0.0031	0.0013
O	-0.0001	-0.0004	-0.0009
O	0.0004	-0.0002	0.002
O	-0.0011	-0.0075	0.0088
O	-0.0005	0.0005	0.0001
O	-0.0031	0.0065	0.0068
O	0.0016	-0.0011	-0.0004
O	-0.0012	-0.0003	-0.0003
O	0.0003	0.0005	0.0014
O	0	0.0007	0.0022
O	-0.0018	0.0012	-0.0003
O	0.0015	0	-0.0016
O	0.0008	0.001	-0.0016
O	0.0003	0	-0.0003
O	-0.0007	-0.0006	0.0005
O	0.0011	0.001	0.0031
O	0.0004	0.0022	0.0004
O	0.001	-0.0023	-0.0034
O	0.0009	0.0002	0.0007
O	0	-0.0018	0.0059
O	0	0.0007	0.0011
O	0.0035	0.0005	0.0007
O	0.0003	-0.0007	0.0022
O	-0.0006	-0.0006	0.0017
O	-0.0013	-0.0007	0.0008
O	-0.0002	0.0011	-0.0001
O	0.0006	0.0006	-0.0002
O	0.0014	0.0024	0.0008
O	0.0027	-0.0011	-0.0029
O	0.001	0.0016	-0.0039
O	-0.0008	-0.0001	0.0004
O	0.0002	0.0004	0.0008
H	-0.0071	-0.0174	0.0045

The program warned: the cutoff lies below the one the program advises for these potential files; the forces do not sum to zero within the program's tolerance; the exchange-correlation potential is rough where the density is thin.
